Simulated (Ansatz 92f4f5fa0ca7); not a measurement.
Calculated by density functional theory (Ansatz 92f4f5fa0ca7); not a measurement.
Periodic cell of 234 atoms, Si134O100, from a study of silicon, its oxide and their interface. The atomic structure is a simulated model.

Settings: functional r2SCAN; potential files Ansatz norm-conserving; basis plane waves; wave-function cutoff 1300 eV; density cutoff ratio 4; exchange-correlation grid ratio 1; k mesh 2 x 2 x 1, shifted by 0.5 0.5 0.5 of a step; self-consistency stop 5e-08 eV per atom in the density residual; occupations Fermi-Dirac, 0.05 eV; spin none; net charge 0.

Cell vectors (angstrom)
a	11.5403	0	0
b	0	15.3871	0
c	-1.2992	7.3902	22.1005

Atoms: element, x, y, z (angstrom)
Si	1.474	-1.2513	0.3729
Si	1.5888	1.8767	0.6529
Si	1.2384	5.952	-0.0362
Si	1.3699	9.0919	-0.5165
Si	5.2156	-0.5861	-0.21
Si	5.2487	2.5548	0.3457
Si	5.234	5.8214	0.1364
Si	5.3635	8.9921	-0.6993
Si	9.2819	-1.9226	0.0528
Si	8.992	2.7139	0.1652
Si	8.9859	5.8153	0.4423
Si	9.1619	10.2354	-0.2924
Si	3.5422	-1.4938	1.3326
Si	3.4888	2.2626	1.8518
Si	3.2387	5.8544	1.3194
Si	3.4028	9.6947	0.7074
Si	7.1676	-1.4283	1.0723
Si	7.1662	2.2455	1.5819
Si	7.0109	6.0981	1.5972
Si	7.1287	9.7636	0.9068
Si	11.0636	-1.7013	1.5267
Si	11.0083	2.2334	1.505
Si	11.0504	6.1154	1.5046
Si	11.116	9.7888	0.9989
Si	3.4193	0.2346	2.9006
Si	3.3037	4.2164	3.0077
Si	3.3054	7.9457	2.4564
Si	3.4364	11.7142	2.2945
Si	7.2348	0.2587	2.7578
Si	7.1672	4.1675	2.9344
Si	7.1803	8.1194	2.6523
Si	7.0957	11.8205	2.3148
Si	10.9949	0.2756	2.7951
Si	11.0493	4.1738	2.8434
Si	11.0385	8.0847	2.659
Si	11.1547	11.6479	2.5583
Si	1.3989	0.2751	4.1303
Si	1.3614	4.1671	4.3095
Si	1.4361	7.9833	3.98
Si	1.575	11.7505	3.8638
Si	5.3523	0.3343	4.1607
Si	5.2515	4.1939	4.3158
Si	5.2111	8.0254	3.9175
Si	5.2322	11.7902	3.8072
Si	9.1193	0.2991	4.154
Si	9.149	4.1924	4.2503
Si	9.1258	8.0324	4.0244
Si	9.1098	11.757	3.7786
Si	1.4788	-1.714	5.3417
Si	1.3412	2.1574	5.5597
Si	1.366	6.1604	5.5693
Si	1.5562	9.8844	5.3129
Si	5.2161	-1.6883	5.2698
Si	5.2722	2.2134	5.5873
Si	5.2799	6.2239	5.4711
Si	5.1939	9.9367	5.2467
Si	9.1231	-1.752	5.2593
Si	9.1757	2.2239	5.5468
Si	9.1743	6.1611	5.5315
Si	9.1496	9.9622	5.3043
Si	3.3854	13.757	6.7695
Si	3.2609	2.1832	6.8908
Si	3.371	6.2881	6.8418
Si	3.3957	9.8593	6.781
Si	7.1534	13.6939	6.5522
Si	7.2674	2.2792	6.8817
Si	7.2254	6.2693	6.8186
Si	7.137	10.0759	6.5257
Si	11.0429	13.6394	6.6589
Si	11.0158	2.1473	7.0409
Si	11.0079	6.0044	7.0564
Si	11.1588	9.8177	6.6247
Si	3.2564	0.2699	8.3234
Si	3.2535	4.2744	7.9535
Si	3.4404	8.09	8.4433
Si	3.4223	11.7988	8.0279
Si	7.2842	0.1403	7.9749
Si	7.2879	4.3228	8.15
Si	7.2247	8.3227	7.9678
Si	7.1155	11.8994	7.9805
Si	10.9429	0.0722	8.2167
Si	11.046	3.9604	8.6238
Si	11.1404	8.0575	8.2445
Si	11.1134	11.7027	7.9215
Si	1.219	-0.2096	9.6639
Si	1.7238	4.4808	9.7441
Si	1.4458	7.6789	9.762
Si	1.4784	12.0225	9.2476
Si	5.4043	0.7394	9.2425
Si	5.2207	3.9775	9.1062
Si	5.5481	8.6681	9.5853
Si	5.261	11.7558	9.5004
Si	9.0351	14.7267	9.5297
Si	8.8499	3.7159	9.8089
Si	9.1095	8.6731	9.2751
Si	9.1289	11.7101	9.0646
Si	2.252	14.4192	17.8728
Si	6.8408	13.8512	14.4698
Si	7.8094	11.0485	15.0133
Si	6.2358	2.7188	13.2698
Si	4.526	13.856	16.1412
Si	3.1743	15.0765	13.9559
Si	9.5595	15.3857	14.4929
Si	3.5576	7.2292	16.3422
Si	5.926	9.1107	16.1268
Si	2.4384	11.4333	18.3389
Si	7.6097	7.6805	11.5863
Si	4.629	13.2423	12.2479
Si	0.6876	9.0671	12.5857
Si	8.9008	21.0342	19.28
Si	11.1914	13.9646	16.6902
Si	1.8468	11.782	12.247
Si	0.53	14.673	12.6718
Si	8.3354	4.9528	12.6893
Si	4.6783	2.7073	18.5992
Si	9.8375	2.2567	16.4939
Si	3.3135	5.0395	14.4019
Si	7.5227	1.0879	11.1559
Si	7.5368	11.9477	19.9116
Si	4.33	2.2814	15.4797
Si	1.0036	6.7913	14.8693
Si	9.8993	5.1731	15.2834
Si	10.4531	11.5821	19.5085
Si	4.0457	4.0589	11.7025
Si	-2.2546	9.5399	13.2136
Si	3.2479	5.5973	18.9405
Si	12.1075	9.3914	19.8792
Si	8.1443	7.0572	16.8862
Si	9.7485	9.2997	16.1149
Si	7.8594	2.7046	18.8478
Si	0.2749	11.3202	16.7498
Si	11.5794	16.0681	18.5671
Si	5.3507	11.4334	17.872
Si	0.3488	6.2246	19.4881
O	1.2617	0.3547	0.0998
O	0.2549	5.518	20.9483
O	1.4722	7.4457	-0.6623
O	10.5902	9.9531	19.6125
O	11.25	16.838	19.9721
O	6.2793	3.0009	18.6111
O	10.4349	21.3528	18.8046
O	-0.3917	12.5004	15.8729
O	4.9752	-1.3244	-1.6637
O	6.0524	10.0473	17.4406
O	5.1927	1.0768	-0.5213
O	5.3222	4.1344	-0.3698
O	5.3259	7.2922	-0.8032
O	5.5783	9.7313	-2.2192
O	3.7997	6.6994	17.8605
O	10.1702	3.8103	16.1252
O	9.8387	-1.2041	-1.3296
O	5.8607	14.6043	15.5562
O	8.0885	2.2834	10.177
O	2.1978	2.5124	-0.7267
O	8.8155	5.8468	-1.1956
O	-0.8828	9.4827	12.3634
O	9.2707	9.7709	-1.9032
O	1.6027	15.3125	13.7088
O	3.4192	12.1517	12.5367
O	2.5759	3.7257	11.016
O	1.537	6.0712	10.1944
O	1.2761	8.4715	11.1964
O	8.5641	5.8856	15.8606
O	0.8609	13.0606	12.5776
O	1.5898	11.2819	10.7149
O	6.0987	0.4025	10.7157
O	10.0329	14.6698	15.8476
O	3.664	16.3835	14.763
O	5.1709	2.3651	9.4338
O	5.4058	10.2348	10.1632
O	6.1364	7.8193	10.8974
O	5.1433	12.8923	10.7362
O	1.6653	15.7232	18.6608
O	8.7067	-0.0206	11.0244
O	7.7015	6.4277	12.5814
O	8.5386	17.4654	17.4881
O	8.7995	7.5711	10.4746
O	9.0783	10.2582	9.9278
O	1.465	10.4259	13.0907
O	-1.9365	8.7154	14.6039
O	1.6182	5.5238	18.745
O	0.7198	0.0523	11.2389
O	7.8317	6.4143	18.3252
O	6.3482	12.2124	18.8539
O	9.5956	4.8636	13.718
O	6.4963	10.0487	14.9016
O	-0.9351	15.0451	13.2906
O	9.2031	13.1147	9.9804
O	8.9122	4.5249	11.2355
O	3.9038	5.1254	12.9066
O	3.924	14.7132	12.5367
O	1.5443	13.5858	9.6985
O	8.7411	3.0856	-1.4496
O	8.0822	14.8218	14.0919
O	9.5449	1.561	15.0184
O	-2.7656	11.0206	13.6893
O	8.9527	11.9849	19.1237
O	2.2428	13.0214	18.7431
O	1.6821	10.2062	19.0534
O	7.435	12.5781	15.2701
O	1.7534	5.4699	14.2922
O	4.8562	2.7953	12.3799
O	8.7072	10.5388	16.2822
O	11.2549	9.8387	16.4116
O	1.9586	7.4289	16.0412
O	3.4685	13.7789	14.9123
O	9.3681	8.1111	17.1245
O	4.9415	12.3593	16.5988
O	9.0936	4.2182	0.8209
O	12.7939	14.3124	16.5663
O	7.2457	1.5935	12.6758
O	3.4209	3.5702	15.0773
O	6.8361	7.7885	16.2946
O	0.6578	7.8262	19.5195
O	5.0166	4.7285	10.5788
O	5.824	2.4397	14.8264
O	4.126	6.0996	15.318
O	-0.1735	11.9169	18.2113
O	3.7925	14.6406	17.3676
O	4.3639	2.1092	17.0955
O	3.9725	11.0503	18.5985
O	0.7951	7.9251	13.7372
O	7.0887	4.0864	13.2465
O	10.878	14.5955	18.2187
O	7.9774	8.9767	12.4771
O	-0.4038	6.2215	15.442
O	5.9716	13.2611	13.2115
O	9.0548	11.8852	-0.3461
O	0.7891	4.9512	-1.2783
O	1.9069	11.3131	16.7746
O	11.1403	17.0518	17.3152
O	3.8626	4.1164	18.7005
O	4.3806	8.6031	16.0152
O	8.6838	4.0649	19.1311

Results
free energy: -62185.399 eV
free energy less fixed offsets of O -463.61, Si -117.95 eV per atom: -19.099 eV

Forces (eV/angstrom), in the order of the atoms: element, x, y, z
Si	-0.1677	0.4268	-0.9354
Si	-0.1886	-0.2332	-0.7034
Si	-0.0724	0.0206	-0.2596
Si	-0.2949	-0.1056	-0.4796
Si	-0.1472	0.0138	-0.5398
Si	-0.0759	0.1285	-0.4633
Si	0.0371	-0.3177	-0.3574
Si	0.2284	0.0537	-0.2296
Si	0.1794	-0.0812	-0.4774
Si	0.1935	0.6067	0.2636
Si	-0.0272	-0.5092	-0.1026
Si	-0.0718	0.2043	-0.4037
Si	0.0331	0.2435	-0.1813
Si	-0.1862	0.1182	-0.2674
Si	-0.3628	-0.025	-0.1721
Si	-0.1038	-0.195	-0.0536
Si	0.02	0.1648	-0.1339
Si	0.0695	0.1629	-0.3736
Si	0.2114	-0.0873	-0.1148
Si	0.1075	-0.0765	-0.1763
Si	0.0758	0.0785	-0.0804
Si	-0.101	0.119	-0.6337
Si	-0.133	-0.1428	-0.2388
Si	0.0405	-0.0361	-0.1176
Si	0.1553	0.0402	0.5004
Si	0.0525	-0.0015	0.252
Si	-0.072	-0.0493	-0.0996
Si	0.025	-0.1177	-0.219
Si	-0.0961	0.0113	-0.0829
Si	0.1239	0.0619	0.4488
Si	-0.1079	0.0567	0.0542
Si	0.0752	-0.1004	-0.0753
Si	0.0933	-0.069	0.1063
Si	-0.2627	0.0947	0.3813
Si	0.1225	0.1858	0.0437
Si	-0.1033	-0.1724	0.1468
Si	0.0618	0.1218	-0.0272
Si	-0.0258	-0.0099	-0.0734
Si	0.0566	0.0372	-0.0504
Si	-0.0836	0.0709	0.0475
Si	-0.1524	-0.2677	0.0883
Si	0.0997	0.0271	-0.217
Si	0.0067	0.1063	-0.0393
Si	-0.0022	0.0397	-0.0613
Si	0.0936	0.0479	0.0387
Si	-0.0068	-0.0423	-0.2629
Si	-0.0341	-0.1394	-0.0018
Si	0.0791	-0.0259	-0.2387
Si	-0.0493	-0.0663	0.0558
Si	0.1515	-0.0483	0.0935
Si	0.0485	0.0448	0.0077
Si	0.0243	-0.053	-0.0122
Si	0.1394	0.0113	0.11
Si	-0.0524	-0.0424	0.2549
Si	0.0864	-0.0253	-0.0053
Si	0.059	-0.0818	0.0528
Si	0.0092	-0.0152	0.0657
Si	-0.2206	0.2254	-0.0094
Si	-0.0029	-0.1072	-0.1096
Si	-0.1292	0.0645	0.0856
Si	-0.2088	0.2782	-0.0159
Si	0.0161	-0.165	-0.2032
Si	-0.1167	0.1092	-0.0398
Si	0.0246	-0.109	0.0721
Si	0.01	0.082	-0.1293
Si	0.2533	-0.1308	-0.2007
Si	-0.0214	0.0177	0.0714
Si	0.0393	-0.0544	-0.2689
Si	0.1521	0.1287	-0.2727
Si	0.0218	-0.1148	0.0731
Si	0.0113	0.1063	0.2194
Si	-0.025	-0.0904	-0.2016
Si	0.0556	0.0074	0.3346
Si	-0.0068	-0.0893	0.1012
Si	0.1444	0.0426	0.14
Si	0.0469	0.1021	0.214
Si	-0.069	0.0533	0.0403
Si	-0.0608	0.0077	-0.1313
Si	-0.1072	-0.0768	0.0804
Si	-0.2887	-0.0605	0.1654
Si	-0.2455	-0.1652	0.1994
Si	-0.0132	0.0888	0.1811
Si	-0.1136	-0.0666	0.1185
Si	0.1636	0.0771	0.1623
Si	0.0534	-0.341	0.3632
Si	0.4917	0.1191	0.3458
Si	0.0192	0.051	0.5214
Si	0.1301	0.0255	0.8252
Si	-0.1209	0.2026	0.5122
Si	-0.101	-0.1508	0.6867
Si	0.091	-0.0784	0.6187
Si	0.0697	0.1358	0.707
Si	-0.0343	-0.1782	0.3982
Si	-0.215	0.2935	0.3568
Si	0.0909	0.4462	0.7797
Si	0.0572	-0.2245	1.1529
Si	0.1407	-0.0139	-0.3507
Si	0.1992	0.0356	0.3323
Si	-0.0257	0.2491	-0.0013
Si	-0.0474	0.1046	0.54
Si	0.0903	-0.043	-0.0157
Si	-0.1343	0.0492	0.2883
Si	-0.0749	-0.0061	0.221
Si	0.0625	0.176	-0.1936
Si	-0.069	-0.0693	-0.0659
Si	0.0859	-0.0478	-0.4647
Si	-0.075	0.1105	0.3125
Si	-0.0724	0.0312	0.5027
Si	-0.0695	0.0975	0.4916
Si	-0.1326	0.1924	-0.3166
Si	-0.0785	-0.065	-0.3567
Si	0.0216	0.0091	0.3934
Si	0.0272	-0.0199	0.4578
Si	-0.0315	-0.1021	0.4994
Si	0.0036	0.1054	-0.4377
Si	0.1389	0.0256	-0.2432
Si	-0.0897	-0.0719	0.246
Si	-0.0507	-0.2214	0.4599
Si	0.1006	0.0842	-0.6359
Si	-0.0242	-0.0435	-0.1073
Si	-0.113	-0.108	0.1749
Si	0.0497	0.0611	0.1841
Si	0.2139	-0.109	-0.4271
Si	0.1723	0.0977	0.2385
Si	0.0522	0.2274	0.3599
Si	-0.1327	0.0975	-0.3839
Si	0.0324	-0.0671	-0.2881
Si	-0.0649	0.0776	-0.1598
Si	0.1821	0.0244	0.1693
Si	0.0729	0.0561	-0.4141
Si	0.0285	-0.2751	-0.4271
Si	-0.0005	-0.0748	-0.428
Si	-0.1763	-0.1465	-0.3743
Si	0.003	0.0633	-0.2018
O	0.3078	-0.0276	0.4993
O	-0.0338	0.1166	0.3012
O	-0.079	0.4704	0.1138
O	0.2143	0.2762	0.178
O	0.1797	-0.1517	0.7015
O	-0.0025	-0.1418	0.1952
O	-0.0669	0.0062	0.2944
O	0.1883	0.1404	0.5312
O	0.0733	0.285	0.3379
O	-0.0918	0.2202	-0.0042
O	-0.0415	-0.362	0.3413
O	-0.0703	0.0653	0.3002
O	-0.0917	-0.0305	0.2207
O	-0.126	-0.4392	0.6628
O	-0.1711	-0.2185	0.1787
O	-0.15	-0.0327	-0.0302
O	-0.1513	-0.2729	0.283
O	-0.107	-0.3038	-0.1411
O	0.1733	0.254	0.2343
O	-0.1175	-0.1038	-0.0113
O	0.0838	-0.1756	0.3906
O	0.0337	-0.101	-0.0364
O	-0.0265	0.2035	0.6388
O	0.0265	-0.1952	-0.3145
O	-0.0008	0.1822	-0.2666
O	-0.2822	0.3593	-0.3824
O	-0.0729	-0.033	-0.4621
O	0.0559	-0.1942	-0.4255
O	0.1661	0.0781	0.125
O	0.1115	0.0771	-0.1514
O	-0.0127	0.1571	-0.4494
O	0.1214	0.2378	-0.2578
O	0.168	0.0072	-0.0097
O	0.0848	-0.1004	-0.0852
O	0.2073	-0.1101	-0.2553
O	-0.1375	-0.2155	-0.6452
O	-0.0056	0.2629	-0.2694
O	0.0254	-0.4895	-0.6625
O	-0.2368	-0.0701	0.009
O	-0.0586	0.1415	-0.3256
O	0.0888	0.0483	-0.3021
O	-0.0191	0.1543	0.3726
O	0.0003	0.315	-0.1773
O	0.0898	-0.4192	-0.9089
O	-0.1198	-0.0432	-0.4109
O	-0.1222	0.2833	-0.2479
O	0.1413	0.131	0.2467
O	0.2812	-0.0083	-0.7966
O	0.3005	-0.1682	0.1302
O	0.2243	-0.1592	0.4139
O	-0.2489	0.0725	-0.2052
O	0.2014	0.0018	0.2354
O	0.1513	-0.0337	-0.1319
O	-0.1584	0.2749	-0.7999
O	-0.049	-0.331	-0.4189
O	-0.0715	-0.263	-0.1741
O	0.0656	-0.1692	-0.1209
O	-0.1134	-0.0194	-0.1151
O	0.0739	0.0441	0.6466
O	-0.0129	-0.0273	-0.0234
O	0.0482	-0.179	0.1775
O	-0.0177	-0.4991	0.1055
O	-0.1543	-0.0164	0.414
O	0.0652	0.0178	0.0601
O	-0.2013	0.0299	0.167
O	-0.0803	-0.0905	-0.1126
O	0.229	0.1755	0.0806
O	-0.0316	0.1947	-0.1859
O	0.0145	-0.1574	-0.268
O	-0.1853	0.2852	0.0021
O	0.1777	-0.1915	-0.0983
O	0.12	0.2509	-0.088
O	-0.2231	0.018	-0.2441
O	0.0316	0.059	0.2646
O	0.1232	-0.081	-0.6297
O	-0.0745	-0.1009	0.3938
O	0.0321	0.0089	-0.5823
O	0.1871	0.1126	-0.1153
O	0.1238	0.1227	0.0704
O	-0.0123	-0.0714	0.1668
O	0.0068	-0.3322	-0.3264
O	-0.1714	0.0387	-0.3314
O	-0.2958	-0.0471	0.0042
O	-0.1594	-0.0014	0.2225
O	-0.2473	-0.198	0.0027
O	0.0622	0.1451	0.3906
O	0.0379	0.1792	0.0236
O	-0.0068	0.1461	-0.2916
O	0.0854	-0.1314	-0.3118
O	0.2101	0.2875	-0.0097
O	0.0165	-0.3417	-0.3367
O	0.0435	-0.0131	-0.145
O	-0.3491	0.0685	-0.2016
O	0.0584	-0.1218	0.2095
O	0.1193	0.2532	0.3172
O	-0.2587	0.0893	0.5193
O	-0.1053	-0.1866	0.288
O	0.1302	-0.0812	0.1498
O	0.1198	-0.1492	0.0917
O	-0.0942	-0.0566	0.0195
